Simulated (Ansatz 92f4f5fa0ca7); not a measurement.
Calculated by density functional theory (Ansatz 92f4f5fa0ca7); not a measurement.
Periodic cell of 158 atoms, Si90O68, from a study of silicon, its oxide and their interface. The atomic structure is a simulated model.

Settings: functional r2SCAN; potential files Ansatz norm-conserving; basis plane waves; wave-function cutoff 1300 eV; density cutoff ratio 4; exchange-correlation grid ratio 1; k mesh 2 x 2 x 1, shifted by 0.5 0.5 0.5 of a step; self-consistency stop 5e-08 eV per atom in the density residual; occupations Fermi-Dirac, 0.05 eV; spin none; net charge 0.

Cell vectors (angstrom)
a	10.88	0	0
b	0	10.88	0
c	0	0	22.6264

Atoms and the computed forces on them: element, x, y, z (angstrom), force x, y, z (eV/angstrom)
Si	-0.3471	0.3396	-0.041	1.9942	2.5617	0.2601
Si	2.5657	2.737	0.003	0.8856	0.1097	3.1215
Si	-0.2705	5.686	0.2183	1.1491	1.3761	1.6354
Si	3.0476	7.9294	0.1722	-0.0103	-1.8644	-0.9043
Si	5.0652	0.7946	-0.067	0.6518	-0.7607	-1.265
Si	8.4311	2.8516	-0.0938	-0.3223	-1.7951	0.8463
Si	5.1817	5.5566	0.1161	-2.6739	0.1387	-1.3997
Si	8.3758	7.7496	0.2379	-0.6518	2.2303	0.0842
Si	1.0556	1.7734	1.3779	-0.165	-2.4212	0.3945
Si	3.8246	4.1081	1.5524	1.422	0.0814	-1.4324
Si	1.2721	6.7733	1.791	1.6016	-0.4424	-2.3244
Si	4.2945	9.7065	0.8797	-1.4289	0.6015	1.6144
Si	6.8495	1.5786	1.2821	-0.31	0.5476	-0.8742
Si	9.1231	4.3844	1.5424	1.7528	-1.0581	-1.4803
Si	6.6042	6.752	1.4099	1.7673	0.0468	0.6349
Si	9.4481	9.6342	1.2829	-1.6906	-0.3016	0.4316
Si	-0.1768	3.0899	2.813	0.8863	0.3411	-0.6184
Si	2.6636	-0.025	2.5848	0.7624	1.7133	-1.4767
Si	-0.2073	8.1617	2.7112	0.1205	1.072	1.2988
Si	2.8603	5.5862	2.9856	-1.1312	-0.7228	0.452
Si	5.5683	2.858	2.7129	-1.8187	0.5068	-0.3752
Si	7.9248	0.2062	2.7723	1.6436	-1.5673	-1.2208
Si	5.407	8.4744	2.3972	1.2432	-0.3272	1.5201
Si	7.7696	5.4391	2.9737	0.3944	0.8333	0.2265
Si	1.4727	4.0405	4.2621	-0.3814	0.7146	-0.4301
Si	4.1671	1.4208	3.88	-0.585	-1.4895	0.2833
Si	1.2173	9.6982	3.9044	-0.2357	-1.3307	0.4458
Si	4.2556	7.1332	3.9564	-0.5342	-0.0175	0.1869
Si	6.4559	4.1621	4.3678	1.3461	-1.0718	-1.609
Si	9.5012	1.4895	3.8442	-1.6407	0.4432	1.5739
Si	6.8726	9.4519	4.0936	-0.4743	-0.1115	-0.8392
Si	9.5055	6.5823	4.2353	-0.4385	0.752	-0.692
Si	-0.3139	-0.0357	5.2298	1.3146	0.5234	0.6357
Si	2.6991	2.4396	5.4024	0.4617	-0.076	0.0962
Si	0.1171	5.3415	5.6391	-0.9088	-0.2243	-0.8988
Si	2.7432	8.3989	5.2073	0.1544	0.0048	0.1019
Si	5.6234	0.0714	5.3022	-2.1513	-1.351	-0.2923
Si	7.9158	2.7528	5.3813	1.5293	-1.0059	0.3889
Si	5.5983	5.838	5.4123	-1.8356	-0.3898	0.9259
Si	8.0848	7.9909	5.5083	1.1386	0.8154	0.016
Si	1.1229	1.1938	6.715	-0.4752	0.5841	-0.0622
Si	4.3563	3.7237	6.5313	-0.4664	1.6782	-0.7065
Si	1.5803	6.8667	6.5106	0.6574	-1.1522	-0.5382
Si	4.2566	9.4626	6.6945	-1.5237	0.7526	-0.3793
Si	6.8544	1.1337	6.7713	0.4425	2.7345	1.2256
Si	9.3791	3.9284	6.8033	0.1266	0.8821	-0.5257
Si	6.9172	6.7203	7.0197	-0.8561	0.3495	1.4666
Si	9.542	9.436	6.7855	0.1149	-1.1981	0.0161
Si	-0.1889	2.7009	8.1401	1.0157	-1.8406	-0.9237
Si	2.4515	-0.2196	7.9705	1.6985	-0.3965	1.3623
Si	0.148	7.7446	7.944	-2.0732	1.5062	0.8526
Si	2.9658	5.2137	7.5104	-1.6142	0.6989	1.9725
Si	5.4636	2.6738	8.1827	0.6527	-1.9735	0.5565
Si	8.2462	-0.0705	8.1661	1.4446	-1.091	1.5526
Si	5.2744	8.0796	8.2602	1.5374	-1.1145	1.2899
Si	8.2073	5.196	8.3787	-0.8677	-0.1714	0.9553
Si	1.3686	4.0942	9.0402	-0.8294	1.2151	-0.8086
Si	4.3492	0.7376	9.1986	-0.8871	0.3412	-1.0156
Si	1.3923	8.9628	9.4139	0.1671	-1.8666	0.1496
Si	3.6083	6.5776	9.3276	-0.4437	0.2509	-0.6402
Si	7.0632	3.4286	9.7508	0.9721	0.4756	-0.4229
Si	9.5701	1.377	9.7283	1.1426	2.6521	0.8524
Si	6.7599	9.6737	9.6288	-1.2557	-1.2512	-1.9606
Si	9.9032	6.2762	9.6166	3.5868	-0.1921	0.3423
Si	-0.3332	-2.5951	11.8959	-1.7989	2.6229	-0.3923
Si	3.9856	-6.3094	14.225	0.6569	2.1001	-0.7514
Si	-0.4287	4.502	16.5298	-0.8713	-4.274	1.6549
Si	6.2169	6.4141	13.4727	-2.0786	-3.1943	0.0669
Si	-1.1433	0.1187	17.6433	-1.2942	-0.165	-1.7336
Si	3.5771	11.1652	12.1388	-0.5115	-0.4924	2.9002
Si	-3.3002	-1.7279	12.8256	0.7652	-0.7491	-2.6525
Si	1.2142	3.3228	14.3819	-0.7528	-2.5476	1.8132
Si	1.882	-1.001	20.5945	-2.2065	-0.0249	1.3957
Si	6.4656	10.8821	17.1254	3.1864	-1.3348	1.7676
Si	1.2292	2.2907	11.5089	-0.0001	0.5196	0.1197
Si	12.7977	-1.9538	13.6384	-0.2783	-0.028	2.1554
Si	15.9566	4.8041	11.4589	2.2315	0.8069	0.3042
Si	-0.8458	2.6835	18.8339	0.791	3.6588	-2.1103
Si	-5.2681	-2.4372	18.209	0.3488	-3.5484	-2.928
Si	-3.8855	4.6083	20.3711	-1.0944	0.3149	2.7563
Si	4.7962	-0.1074	19.6655	-1.3266	0.5626	2.3972
Si	-3.04	4.3405	17.6355	-1.2433	-3.369	0.4914
Si	12.0136	6.2768	18.0528	-0.7097	1.2087	-0.1961
Si	2.6788	-2.3902	16.4915	3.3089	0.1632	0.0175
Si	-3.2123	7.2828	20.2529	-0.9451	3.1856	-0.75
Si	-4.4296	3.7474	14.9563	-0.3964	-1.3151	-0.2779
Si	12.0237	11.088	15.5201	2.0649	-0.2422	0.7794
Si	11.9897	4.3534	20.4309	2.1839	1.5717	0.7851
Si	10.3101	8.3992	19.0952	1.4244	2.4565	-0.0265
Si	6.1324	0.8114	14.1042	-0.7256	1.2469	-0.0876
O	2.1466	3.3406	-1.3624	-1.2259	2.2624	-3.6231
O	0.8405	0.0566	-1.1768	0.3336	-0.7839	-0.0256
O	0.044	3.2003	-5.0981	-1.8943	1.2676	-0.254
O	4.348	-2.7632	-5.5575	0.0737	1.2009	0.9556
O	0.6126	5.4696	-1.1153	0.1663	-1.1363	-0.9429
O	-5.2295	0.5117	-1.6374	-1.8067	-0.303	-0.7534
O	2.2827	8.554	-1.1288	0.0144	1.1862	-0.6417
O	-0.1194	3.4906	-2.6084	-1.6753	-1.2243	0.1118
O	6.6443	4.6698	-3.8258	1.0919	-0.265	-1.8606
O	3.6576	1.5826	-0.211	1.2647	-0.4734	-0.6575
O	10.7078	0.3124	-6.2889	-2.5739	1.2826	1.535
O	8.0956	5.8124	-1.9817	-0.5149	-1.6059	-0.0406
O	5.6447	4.826	-1.2937	0.6876	0.5985	-0.7851
O	4.1183	6.756	-0.5083	-0.4759	0.2816	1.5711
O	7.4234	8.2662	-1.0843	-0.2493	-1.5966	1.3944
O	9.8581	7.1063	-0.1015	-1.3726	-0.1409	-0.6487
O	0.4367	5.2015	9.8141	-2.7407	2.2561	-0.1851
O	4.3131	-10.6179	10.762	-0.2254	0.1534	-0.5237
O	5.646	-0.1837	8.8669	0.6346	0.0974	0.903
O	-2.3774	3.1312	18.5526	0.5275	0.7748	0.1938
O	2.3163	7.5483	9.9409	1.494	0.3674	-0.5044
O	-0.093	12.4388	11.0728	-3.5215	-1.5261	-2.1941
O	1.7624	3.2253	10.3227	2.0083	-1.2258	0.9561
O	1.0194	3.2398	12.7925	-0.5483	0.2164	1.0711
O	2.2311	1.1798	12.0662	1.5404	-0.9943	-0.006
O	6.2864	3.7185	11.1701	-0.5527	0.329	-1.1325
O	4.7226	0.8637	13.1639	1.3842	-0.3659	1.6408
O	8.3702	2.5017	10.1635	-0.4242	-0.7143	-0.0586
O	6.9085	9.4532	11.2227	1.0125	-0.4895	1.7951
O	4.2815	4.1295	12.6791	-0.7935	-0.2643	0.1335
O	12.5545	1.7234	15.1771	-0.8777	1.5695	-1.6567
O	9.8748	7.0816	11.1318	-1.1359	-2.4283	-1.9238
O	0.7634	-2.9689	12.9846	2.0396	0.5914	0.2093
O	-4.9664	-10.3759	15.7471	-0.4966	0.6547	-2.7874
O	11.5393	-5.345	16.6836	3.7329	3.8206	1.2398
O	-0.1977	-6.9955	15.1065	1.2452	-1.2387	-3.0963
O	0.3104	9.197	10.6595	0.5358	0.5648	1.1206
O	1.9867	7.6063	17.6549	-0.4307	-0.9367	-0.589
O	2.4806	4.2638	14.6669	-0.4589	0.8604	-0.1647
O	7.284	-7.3564	16.3054	-0.358	1.0464	1.5701
O	4.7723	-4.8015	14.1642	-2.3781	0.0791	0.3922
O	6.9209	5.1425	14.2718	1.3084	0.0127	-0.5555
O	2.6735	7.9597	14.8926	-1.6381	2.2145	-0.2222
O	-4.1443	9.2196	17.313	-1.4143	1.2898	0.1455
O	5.101	-1.641	19.4188	-1.2432	0.338	2.7653
O	-7.722	-12.1185	12.7646	-1.4987	0.2285	-0.0158
O	-0.2433	-3.9443	18.6531	1.639	-2.1357	-0.5871
O	4.1342	5.2052	10.2252	-0.2435	1.4881	0.1113
O	6.7562	13.2999	14.0098	-0.8873	-2.0361	0.5215
O	-1.6155	9.1211	12.7323	-0.9585	-1.3019	-1.0439
O	5.9987	6.1765	11.8709	-1.0873	-1.5633	0.0729
O	-1.9477	8.1189	19.8175	1.4817	1.3219	-0.8632
O	10.0952	1.1597	18.8543	0.2248	-3.8675	0.1638
O	-1.8291	5.1952	16.9831	-0.6862	0.138	0.3424
O	11.6628	-1.6512	19.6171	-0.3728	-1.1162	0.4241
O	11.7018	-0.8028	14.3039	2.3244	-1.129	-1.6799
O	-7.7816	10.7876	19.9796	1.4709	-0.3638	-0.1884
O	4.7929	14.611	15.3072	2.819	-0.3112	-0.1208
O	2.2179	-0.7929	16.4771	-0.0424	-0.1619	-0.598
O	6.5162	-3.6213	19.1138	-0.9719	1.0482	-1.3774
O	-0.7431	-1.3978	17.9181	-1.9883	-0.3248	-0.3261
O	-3.8004	-0.4587	13.6045	-0.8155	2.4905	1.1629
O	-1.2741	1.7313	22.155	-0.5299	-0.654	-0.4233
O	7.5781	3.3892	21.2563	1.2435	-0.9694	-0.6187
O	8.1091	0.4077	17.2948	-0.0047	0.0419	0.2081
O	5.3557	11.3443	18.2819	1.0261	1.2745	-1.2955
O	6.8322	-3.0488	13.5388	2.1681	3.0624	-0.0841
O	1.7321	5.2248	19.126	-0.2092	-0.8404	1.1892

Results
free energy: -42133.625 eV
free energy less fixed offsets of O -463.61, Si -117.95 eV per atom: 7.355 eV
pressure: -2.08 GPa
stress xx, yy, zz, yz, xz, xy (GPa, positive in tension): 3.74, 1.14, 1.36, -2.92, 0.2, -0.69

The program warned: the forces do not sum to zero within the program's tolerance.
